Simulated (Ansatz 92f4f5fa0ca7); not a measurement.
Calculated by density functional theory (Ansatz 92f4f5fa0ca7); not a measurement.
Periodic cell of 221 atoms, Si129O88As4, from a study of silicon, its oxide and their interface. The atomic structure is a simulated model.
Doubt: the cutoff is low for norm-conserving oxygen, so forces and energies are approximate.
Doubt: the program's own warning below bears on the result.

Settings
functional: HSE06
potential files: SPMS norm-conserving
basis: plane waves
wave-function cutoff: 800 eV
density cutoff ratio: 4
exchange-correlation grid ratio: 1
k mesh: 1 x 1 x 1, Gamma-centred
occupations: fixed
spin: none
net charge: 0

Cell vectors (angstrom)
a 10.938 0 0
b 0 10.938 0
c 0 0 31.9103

Atoms: element, x, y, z (angstrom)
Si 0.2687 10.5614 24.3853
Si 5.2574 0.1852 24.5144
Si 2.9866 2.3741 24.4951
As 8.0929 2.7971 24.2237
Si 10.6087 5.4594 24.4051
Si 5.7924 5.2221 24.4117
Si 2.5802 8.3792 24.5058
As 8.3808 7.9552 24.1323
Si 1.3502 1.2662 25.7658
Si 6.8516 1.381 25.7815
Si 4.142 4.0676 25.7021
Si 9.4575 4.031 25.8458
Si 1.3547 6.6983 25.6513
Si 6.9262 6.801 25.7591
Si 4.1032 9.5547 25.8528
Si 9.5828 9.4398 25.7032
Si 2.7343 -0.0147 27.1842
Si 8.2405 -0.043 27.0803
Si 0.0072 2.6992 27.1118
Si 5.4798 2.7322 27.1413
Si 2.7581 5.4318 27.0801
Si 8.2007 5.4603 27.1937
Si 0.044 8.1307 27.0952
Si 5.5152 8.1699 27.1194
Si 4.1018 1.3673 28.492
Si 9.5708 1.3673 28.492
Si 1.3673 4.1018 28.492
Si 6.8362 4.1018 28.492
Si 4.1018 6.8362 28.492
Si 9.5708 6.8362 28.492
Si 1.3673 9.5708 28.492
Si 6.8362 9.5708 28.492
Si 0 0 29.8593
Si 5.469 0 29.8593
Si 2.7345 2.7345 29.8593
Si 8.2035 2.7345 29.8593
Si 0 5.469 29.8593
Si 5.469 5.469 29.8593
Si 2.7345 8.2035 29.8593
Si 8.2035 8.2035 29.8593
Si 1.3673 1.3673 31.2265
Si 6.8362 1.3673 31.2265
Si 4.1018 4.1018 31.2265
Si 9.5708 4.1018 31.2265
Si 1.3673 6.8362 31.2265
Si 6.8362 6.8362 31.2265
Si 4.1018 9.5708 31.2265
Si 9.5708 9.5708 31.2265
Si 2.7345 0 0.6835
Si 8.2035 0 0.6835
Si 0 2.7345 0.6835
Si 5.469 2.7345 0.6835
Si 2.7345 5.469 0.6835
Si 8.2035 5.469 0.6835
Si 0 8.2035 0.6835
Si 5.469 8.2035 0.6835
Si 4.1018 1.3673 2.0507
Si 9.5708 1.3673 2.0507
Si 1.3673 4.1018 2.0507
Si 6.8362 4.1018 2.0507
Si 4.1018 6.8362 2.0507
Si 9.5708 6.8362 2.0507
Si 1.3673 9.5708 2.0507
Si 6.8362 9.5708 2.0507
Si 0 0 3.418
Si 5.469 0 3.418
Si 2.7345 2.7345 3.418
Si 8.2035 2.7345 3.418
Si 0 5.469 3.418
Si 5.469 5.469 3.418
Si 2.7345 8.2035 3.418
Si 8.2035 8.2035 3.418
Si 1.3829 1.3285 4.7119
Si 6.7965 1.4081 4.8482
Si 4.0422 4.1896 4.7883
Si 9.5179 4.1323 4.7905
Si 1.3455 6.8884 4.7915
Si 6.8679 6.825 4.7913
Si 4.1198 9.5799 4.8327
Si 9.5096 9.6547 4.7377
Si 2.7466 0.0665 6.1719
Si 8.1732 0.004 6.2195
Si -0.0504 2.6578 5.9806
Si 5.4453 2.8948 6.1717
Si 2.7 5.5868 6.2253
Si 8.2228 5.522 6.2554
Si -0.0077 8.3588 6.0495
Si 5.5604 8.2186 6.1736
Si 3.7619 1.8027 7.4328
Si 9.7992 1.1955 7.5045
Si 1.415 3.8871 7.2652
As 6.6808 4.3123 7.7797
Si 4.3481 6.7346 7.5712
Si 9.5017 7.2007 7.4619
Si 1.1107 9.892 7.4741
As 7.0195 9.4229 7.7699
O 9.6514 6.6528 23.7786
O 4.1294 1.2826 23.9902
O 8.3484 8.1794 8.136
O 2.5776 2.877 7.86
O 6.8409 4.0907 23.8326
O 1.4421 9.4633 24.006
O 5.3896 5.5866 8.1452
O -0.0134 0.0683 7.9789
O 10.6606 6.8005 8.6103
O 1.7047 9.2217 8.8575
O 4.2779 1.3005 8.8961
O 0.358 4.2431 8.4857
O 9.234 1.9651 8.8707
O 3.7497 7.529 8.9046
O 5.2295 6.0058 23.0704
O 2.2648 2.8639 23.1073
O 10.661 0.139 22.9092
O 0.0607 4.3922 23.1841
O 3.4016 7.941 23.1542
O 5.9451 10.4102 23.1913
Si 9.5788 9.3159 14.974
Si 2.4551 4.9584 11.6
Si 0.857 0.6964 14.6827
Si 10.0518 9.9418 18.8497
Si 6.8243 0.3836 11.654
Si 9.577 7.1845 12.7027
Si 2.05 9.2102 17.9494
Si 2.9698 8.6968 9.746
Si 4.1815 2.497 16.8432
Si 4.4935 7.1802 22.2193
Si 10.8801 5.3509 16.7438
Si 2.622 6.3818 17.8569
Si 0.9758 2.5595 17.2438
Si 5.7462 6.6087 16.9602
Si 8.6009 4.7192 11.4756
Si 11.008 5.4764 9.5078
Si 3.1016 0.1209 20.2063
Si 1.6477 7.5659 12.4605
Si 5.7321 9.9056 21.6499
Si 1.3664 1.8896 11.7492
Si 0.2573 0.5707 21.4193
Si 2.7033 9.4461 14.8162
Si 8.9448 3.3144 15.543
Si 1.0369 3.4816 22.2366
Si 9.354 1.8516 10.5115
Si 5.5943 8.7836 14.9847
Si 6.8148 8.2984 12.2722
Si 3.0502 5.0783 20.4696
Si 9.4049 1.6423 18.2243
Si 7.952 0.9088 14.4216
Si 5.959 4.2966 15.1143
Si 7.0113 0.9249 19.7669
Si 5.5721 5.4814 12.1078
Si 4.6625 2.7043 19.753
Si 4.0405 0.6083 10.3451
Si 6.0498 0.2782 16.7694
Si 8.7359 7.6637 17.5892
O 0.121 1.7681 18.4208
O 6.0263 9.6769 16.2726
O 1.4917 5.5358 10.3631
O 6.9569 4.9018 11.3886
O 3.3964 1.679 19.851
O 7.125 7.2309 17.6781
O 6.9571 1.0486 13.146
O 5.7107 7.1223 11.9418
O 5.4193 1.0287 11.1215
O 10.2687 10.6794 20.3175
O 8.9942 8.7208 16.3686
O 1.8839 3.4514 11.9097
O 0.5937 1.8574 15.8063
O 8.9096 2.7188 17.0912
O 8.8517 3.1114 11.4379
O 4.9455 3.0641 18.1776
O 2.3723 11.0359 14.7391
O 7.0814 1.0655 15.7921
O 9.5701 5.2442 10.2589
O 2.5928 2.6132 17.1724
O 1.4588 6.1085 16.6454
O 2.1523 7.7391 18.6208
O 5.9936 2.0342 20.3994
O 9.1839 8.5358 18.9277
O 3.6334 6.5015 21.0087
O 0.807 1.3463 13.1894
O 2.1639 6.0385 12.8115
O 8.4258 1.7579 19.5522
O 1.8377 8.4919 13.7971
O 2.6627 1.0781 11.1297
O 9.2434 10.9882 17.861
O 6.9803 10.5472 20.77
O 9.1789 2.0087 14.5325
O 11.0129 7.4698 11.9832
O 6.7428 8.5901 13.871
O 6.4757 0.3687 18.3275
O 0.3945 4.04 17.5783
O 9.1905 5.5723 12.7755
O 8.556 10.3531 14.2659
O 8.2622 0.6697 10.8925
O 2.4734 8.1632 11.1988
O 4.2449 9.3465 14.2988
O 6.5526 9.7125 11.5327
O 5.6087 8.2606 21.6515
O 9.7515 7.9195 14.1445
O 8.3368 7.8515 11.876
O 2.5406 5.1708 18.9269
O 1.7728 0.0407 21.1319
O 1.716 4.5515 21.2246
O 10.9693 1.6765 10.8027
O 10.0236 4.5862 15.498
O 4.2979 4.0341 20.5955
O 5.5683 5.0187 13.6932
O 0.5097 9.674 18.0662
O 4.2668 6.5577 17.6747
O 3.9711 9.9397 10.0768
O 2.538 9.0209 16.3937
O 2.9663 10.2601 18.786
O 7.4806 3.7387 14.9427
O 5.3473 7.3149 15.5634
O 10.9148 10.275 15.0401
O 4.324 10.4415 21.0548
O 4.561 0.9245 16.6273
O 4.7132 3.2822 15.4985
O 9.7714 6.3738 17.4154
O 0.2588 2.238 21.4608
O 6.1688 5.1297 16.497
O 4.1246 4.9831 11.4289

Results
free energy: -64656.886 eV
free energy less fixed offsets of As -2657.37, O -447.96, Si -113.29 eV per atom: 7.484 eV
gap between the highest filled and lowest empty level on this k mesh: 1.284 eV

The program warned: the cutoff lies below the one the program advises for these potential files; the model core charge is not resolved on the grid; the forces do not sum to zero within the program's tolerance; the exchange-correlation potential is rough where the density is thin.
